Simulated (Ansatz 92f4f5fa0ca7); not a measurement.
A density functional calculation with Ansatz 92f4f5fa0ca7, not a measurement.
Periodic cell of 221 atoms, Si132O88H1, from a study of silicon, its oxide and their interface. The atomic structure is a simulated model.
Doubt: the cutoff is far below the 930 eV that the study's wrapper takes by default for these files, so forces and energies are approximate.

Settings
functional: PBE
potential files: Ansatz PAW
basis: plane waves
wave-function cutoff: 580 eV
density cutoff ratio: 5
exchange-correlation grid ratio: 1
k mesh: 1 x 1 x 1, Gamma-centred
self-consistency stop: 5e-08 eV per atom in the density residual
occupations: fixed
spin: none
net charge: +1 e, with a uniform compensating background and no finite-size correction

Cell vectors (angstrom)
a, 10.938, 0, 0
b, 0, 10.938, 0
c, 0, 0, 32.7743

Atoms: element, x, y, z (angstrom)
Si, -0.2343, 0.3467, 25.2654
Si, 5.7758, -0.1535, 25.3029
Si, 2.5335, 3.0917, 25.3221
Si, 8.4833, 2.5978, 25.2102
Si, 0.3067, 5.3077, 25.303
Si, 5.1981, 5.8004, 25.4007
Si, 3.0081, 8.0312, 25.327
Si, 7.9861, 8.5486, 25.3312
Si, 1.3682, 1.4595, 26.5928
Si, 6.9075, 1.444, 26.5945
Si, 4.0784, 4.1965, 26.7011
Si, 9.6219, 4.1466, 26.5812
Si, 1.4146, 6.8876, 26.6435
Si, 6.8433, 6.933, 26.6375
Si, 4.1578, 9.6315, 26.6073
Si, 9.5798, 9.6845, 26.6253
Si, 2.7204, 0.0281, 27.9495
Si, 8.1909, 0.0434, 28.0144
Si, -0.0133, 2.7613, 28.0007
Si, 5.4669, 2.7531, 27.97
Si, 2.7021, 5.5097, 28.055
Si, 8.2009, 5.4862, 27.9529
Si, -0.0162, 8.2367, 27.9657
Si, 5.4538, 8.239, 28.0196
Si, 4.1018, 1.3673, 29.356
Si, 9.5708, 1.3673, 29.356
Si, 1.3673, 4.1018, 29.356
Si, 6.8362, 4.1018, 29.356
Si, 4.1018, 6.8362, 29.356
Si, 9.5708, 6.8362, 29.356
Si, 1.3673, 9.5708, 29.356
Si, 6.8362, 9.5708, 29.356
Si, 0, 0, 30.7233
Si, 5.469, 0, 30.7233
Si, 2.7345, 2.7345, 30.7233
Si, 8.2035, 2.7345, 30.7233
Si, 0, 5.469, 30.7233
Si, 5.469, 5.469, 30.7233
Si, 2.7345, 8.2035, 30.7233
Si, 8.2035, 8.2035, 30.7233
Si, 1.3673, 1.3673, 32.0905
Si, 6.8362, 1.3673, 32.0905
Si, 4.1018, 4.1018, 32.0905
Si, 9.5708, 4.1018, 32.0905
Si, 1.3673, 6.8362, 32.0905
Si, 6.8362, 6.8362, 32.0905
Si, 4.1018, 9.5708, 32.0905
Si, 9.5708, 9.5708, 32.0905
Si, 2.7345, 0, 0.6835
Si, 8.2035, 0, 0.6835
Si, 0, 2.7345, 0.6835
Si, 5.469, 2.7345, 0.6835
Si, 2.7345, 5.469, 0.6835
Si, 8.2035, 5.469, 0.6835
Si, 0, 8.2035, 0.6835
Si, 5.469, 8.2035, 0.6835
Si, 4.1018, 1.3673, 2.0507
Si, 9.5708, 1.3673, 2.0507
Si, 1.3673, 4.1018, 2.0507
Si, 6.8362, 4.1018, 2.0507
Si, 4.1018, 6.8362, 2.0507
Si, 9.5708, 6.8362, 2.0507
Si, 1.3673, 9.5708, 2.0507
Si, 6.8362, 9.5708, 2.0507
Si, 0, 0, 3.418
Si, 5.469, 0, 3.418
Si, 2.7345, 2.7345, 3.418
Si, 8.2035, 2.7345, 3.418
Si, 0, 5.469, 3.418
Si, 5.469, 5.469, 3.418
Si, 2.7345, 8.2035, 3.418
Si, 8.2035, 8.2035, 3.418
Si, 1.3045, 1.46, 4.7352
Si, 6.8203, 1.3506, 4.8345
Si, 4.1437, 4.0024, 4.8558
Si, 9.5701, 4.0751, 4.8454
Si, 1.418, 6.7479, 4.7991
Si, 6.8399, 6.8124, 4.7742
Si, 4.1166, 9.5741, 4.7787
Si, 9.6189, 9.4923, 4.6463
Si, 2.6719, 0.0637, 5.9815
Si, 8.2673, -0.1302, 5.9631
Si, -0.054, 2.6674, 6.2845
Si, 5.3661, 2.5051, 6.3894
Si, 2.7483, 5.3483, 6.2371
Si, 8.0728, 5.3328, 6.1853
Si, -0.1195, 8.0346, 6.0179
Si, 5.4847, 8.1922, 6.1504
Si, 3.6557, 1.2833, 7.7977
Si, 9.7718, 0.8751, 7.433
Si, 1.6052, 3.719, 7.6106
Si, 6.4915, 4.1901, 7.6128
Si, 4.4055, 6.5561, 7.4318
Si, 9.2466, 6.9323, 7.4094
Si, 1.0569, 9.7453, 7.0231
Si, 7.1906, 9.2919, 7.3697
O, 1.4093, 4.1828, 24.7784
O, 6.8566, 9.634, 24.7875
O, 2.6444, 2.5455, 8.1804
O, 8.2169, 8.1164, 7.9474
O, 5.4659, 5.4271, 7.9536
O, 0.0464, -0.1848, 7.8825
O, 4.1007, 6.8927, 24.8176
O, 9.5741, 1.4389, 24.7213
O, 2.2292, 9.0199, 7.9295
O, 0.9572, 4.3877, 8.9891
O, 8.8719, 1.1404, 8.8142
O, 6.8027, 10.2302, 8.6948
O, 3.8857, 0.3852, 9.2489
O, 3.9872, 7.2802, 8.8799
O, 6.9022, 3.6884, 9.1483
O, 9.9111, 6.1713, 8.7153
O, 3.2948, 2.477, 24.0006
O, 5.1752, 0.572, 23.9508
O, 7.872, 3.3203, 23.8414
O, 10.6104, 6.019, 23.9588
O, 8.7034, 7.9016, 23.9998
O, 2.3553, 8.703, 23.9732
O, 5.8539, 5.0457, 24.1175
O, 0.4816, 10.6289, 23.932
Si, 3.6412, 10.4401, 10.6115
Si, 0.9617, 3.2264, 12.6509
Si, -2.4018, -1.9123, 11.7332
Si, 4.4693, 1.7786, 23.1156
Si, -6.1946, -7.5599, 17.2705
Si, 3.3588, -11.052, 15.9154
Si, 1.1991, 9.4292, 23.0894
Si, 15.7613, 8.438, 17.4474
Si, -1.8993, 3.1466, 12.6013
Si, -1.2984, 4.2977, 19.1371
Si, 2.4317, 0.5354, 21.1196
Si, 5.0231, 12.9424, 14.6816
Si, 10.7688, 18.056, 12.0328
Si, 2.5655, 0.8673, 13.2052
Si, 7.7465, 11.1959, 9.6245
Si, 0.249, 5.9982, 17.1167
Si, 5.4945, -2.3134, 12.3799
Si, 2.5912, -2.8828, 9.1528
Si, 3.9172, 3.4564, 12.1966
Si, 7.9452, 6.0643, 20.9747
Si, 7.2797, -2.402, 19.2328
Si, 10.3599, 5.2118, 14.2468
Si, 2.3919, 1.3957, 18.2803
Si, 9.7581, -2.1947, 17.4017
Si, 6.641, 2.9172, 10.5468
Si, -3.1116, 1.3797, 14.5928
Si, 0.1162, 1.9928, 20.1113
Si, 8.9415, -0.0195, 19.1734
Si, 6.6047, 4.0507, 23.0949
Si, 9.9045, 7.2295, 23.1313
Si, 7.727, 2.3595, 17.5524
Si, 11.2664, 5.7883, 9.5278
Si, 6.4105, 7.7957, 14.8889
Si, 4.5607, -4.7418, 13.7237
Si, 3.3837, 6.0789, 16.7072
Si, 8.7811, -1.4993, 14.6995
O, 5.8835, 7.8155, 16.3968
O, 5.745, -2.0471, 18.7078
O, 7.924, 2.2685, 15.9351
O, -1.7324, -1.3758, 13.141
O, 7.0285, -2.5773, 11.8524
O, 14.6249, 7.3165, 17.7283
O, 1.2124, 1.6382, 21.2582
O, 3.882, 13.0263, 13.3711
O, -2.0292, 1.7413, 13.4421
O, 0.066, 5.7386, 11.1432
O, 6.2141, 2.9528, 17.8461
O, 8.4856, 5.2706, 19.6742
O, -3.0925, -0.184, 14.9998
O, -0.6251, 5.4507, 15.8429
O, -0.06, 7.5638, 17.4659
O, -0.4378, 3.0445, 11.827
O, 7.1191, -3.6039, 20.3291
O, 10.8246, 5.1204, 18.4149
O, 3.7802, 1.103, 21.8068
O, -8.5849, 3.4702, 11.7515
O, 7.948, 0.8906, 18.2245
O, 10.3547, 14.3819, 20.3327
O, 3.6485, 6.3787, 15.0828
O, 0.933, 2.0338, 18.6591
O, 1.8117, -5.2052, 16.7865
O, 6.7361, 12.2449, 10.3687
O, 7.7817, 14.3541, 11.6071
O, 9.5712, -3.0505, 11.2162
O, 12.0799, 18.9521, 12.3487
O, 0.7921, 4.3767, 13.7941
O, -0.6309, -4.2807, 13.5233
O, 2.729, 9.0909, 10.4155
O, 1.4057, 7.0023, 9.3849
O, 5.0777, 14.1044, 11.1231
O, 4.7161, 0.7476, 15.6201
O, 2.7809, 0.3789, 19.5064
O, 4.2755, 4.7182, 13.1052
O, 9.2313, 6.6114, 21.7929
O, 5.6524, 8.9775, 13.9901
O, -1.1064, 0.9027, 20.1619
O, 7.0628, 5.001, 21.8428
O, -2.9469, -2.9092, 14.8691
O, 1.9191, -0.8756, 21.7578
O, -0.8768, -0.888, 18.3338
O, 2.2457, 0.6222, 16.8326
O, 2.7435, -0.2366, 14.3705
O, 5.5644, 2.8839, 22.6012
O, 8.9054, -7.6094, 18.0596
O, 3.591, 2.4893, 18.0048
O, -1.0399, -1.6013, 15.8636
O, 2.7683, 0.4022, 11.6876
O, 1.2602, 1.7788, 13.4082
O, -7.0186, -1.3677, 16.7103
O, 6.3912, 12.7478, 13.8792
O, 4.7991, -7.6453, 15.6004
O, 0.0716, 8.3334, 22.6558
O, 7.9377, -1.0688, 19.9401
O, 4.4736, -3.6387, 12.4657
O, -2.6469, -2.7583, 17.9489
O, 4.9271, 9.8689, 11.4706
O, 9.0803, 4.3409, 13.7152
O, 8.5139, -0.6374, 10.7384
O, 4.3312, -6.0038, 17.3934
O, 6.1141, -4.6159, 14.2295
H, 12.595, 19.3842, 11.6406

Results
free energy: -133982.003 eV
free energy less fixed offsets of H -15.97, O -568.88, Si -635.61 eV per atom: -4.073 eV

Forces (eV/angstrom), in the order of the atoms: element, x, y, z
Si, 0.0625, -0.048, 0.0726
Si, -0.0288, 0.0182, -0.0051
Si, 0.0503, -0.0705, 0.0959
Si, -0.0074, 0.0097, 0.0036
Si, -0.0428, 0.0321, 0.0066
Si, 0.0836, -0.0361, 0.2111
Si, -0.0174, 0.056, -0.0168
Si, 0.0528, -0.061, 0.0572
Si, 0.0236, -0.0248, -0.0202
Si, -0.0408, 0.0307, 0.0223
Si, 0.0155, -0.0098, -0.0112
Si, -0.0394, 0.0464, 0.016
Si, -0.0509, 0.0266, 0.0224
Si, 0.0123, -0.0302, -0.0282
Si, -0.0371, 0.0462, 0.0118
Si, 0.0225, -0.0207, -0.0092
Si, -0.0109, 0.003, -0.0042
Si, 0.014, -0.0024, 0.022
Si, 0.0065, -0.0186, 0.0221
Si, 0.0017, -0.004, -0.0064
Si, 0.0201, -0.0269, 0.0152
Si, -0.0045, -0.0021, -0.0066
Si, -0.0105, 0.0115, -0.0039
Si, 0.0243, -0.0086, 0.0277
Si, -0.0178, 0.0072, -0.222
Si, 0.0431, 0.1511, 0.2328
Si, -0.1884, 0.0284, 0.3344
Si, 0.0661, 0.0857, -0.1919
Si, 0.0329, 0.2042, 0.3651
Si, -0.0199, 0.0448, -0.2251
Si, 0.0348, 0.1166, -0.2206
Si, 0.0011, 0.1903, 0.2161
Si, 0.0309, 0.0325, -0.0265
Si, 0.0678, -0.0417, 0.0037
Si, 0.0126, 0.0388, -0.0148
Si, 0.0862, 0.0009, 0.0001
Si, 0.0561, -0.0417, 0.0164
Si, 0.023, 0.0432, -0.0222
Si, 0.0676, 0.0039, -0.0026
Si, 0.0148, 0.0316, -0.0243
Si, -0.0284, -0.0471, -0.0105
Si, -0.0441, 0.0141, -0.0217
Si, -0.0009, 0.0073, -0.007
Si, -0.0766, 0.0357, -0.0156
Si, 0.0045, 0.0463, -0.0326
Si, -0.0027, -0.0008, -0.0076
Si, -0.0678, 0.0228, -0.0253
Si, 0.0102, -0.0002, -0.0146
Si, 0.074, -0.0597, 0.0085
Si, -0.0001, -0.0116, 0.0016
Si, 0.0486, 0.0235, 0.0227
Si, 0.0115, -0.0061, 0.0429
Si, -0.0758, 0.0405, -0.0123
Si, 0.0809, -0.0414, 0.0079
Si, 0.0236, -0.0396, 0.0316
Si, 0.0342, 0.0198, 0.0169
Si, -0.0873, -0.0532, 0.0376
Si, -0.082, -0.1293, -0.0009
Si, 0.065, 0.027, -0.0309
Si, -0.0221, 0.0647, 0.0298
Si, -0.1123, -0.0821, 0.0208
Si, -0.144, 0.0052, -0.0014
Si, -0.0086, 0.1121, -0.0043
Si, -0.0332, -0.0501, -0.0018
Si, 0.3223, 0.1402, -0.5184
Si, 0.1296, 0.0481, 0.0098
Si, 0.047, 0.3982, -0.211
Si, -0.0934, -0.0015, 0.3943
Si, 0.0226, -0.3266, 0.1963
Si, -0.082, -0.353, 0.1984
Si, 0.0642, -0.1596, 0.199
Si, -0.2786, -0.4703, -0.7165
Si, 0.0102, -0.0084, 0.0074
Si, -0.0231, -0.0303, -0.0098
Si, -0.0332, -0.0247, -0.0069
Si, -0.0088, -0.0025, 0.0144
Si, -0.011, -0.0005, -0.0097
Si, -0.0168, 0.0213, 0.0005
Si, -0.0281, -0.0036, 0.0121
Si, 0.0103, -0.0196, 0.0058
Si, 0.0022, -0.0043, 0.0811
Si, 0.0055, 0.0072, 0.0221
Si, -0.0117, 0.0311, -0.0045
Si, 0.0518, 0.0338, 0.1094
Si, -0.0393, -0.0311, 0.0235
Si, 0.0294, -0.0311, 0.0144
Si, 0.0184, 0.0234, 0.0653
Si, 0.0042, 0.0237, 0.0128
Si, -0.0428, -0.1664, -0.2962
Si, -0.0135, 0.0263, -0.0248
Si, -0.0562, 0.0762, -0.0988
Si, 0.0616, -0.0809, -0.0864
Si, -0.0995, 0.131, 0.0018
Si, 0.0448, -0.0286, -0.0676
Si, 0.1284, -0.1356, -0.0098
Si, -0.0963, 0.0087, -0.0417
O, -0.0203, 0.0184, -0.0429
O, -0.0229, 0.0305, -0.0383
O, 0.0293, 0.0658, 0.1102
O, 0.0294, -0.0005, 0.0535
O, 0.0136, -0.0505, 0.0416
O, -0.0443, 0.0087, 0.0554
O, -0.0541, 0.0421, -0.0527
O, -0.033, 0.0374, -0.0388
O, -0.0006, -0.0491, 0.0599
O, -0.0577, 0.149, 0.0606
O, -0.0042, -0.0163, 0.0055
O, 0.0298, 0.0006, 0.0006
O, 0.0442, -0.0069, 0.1065
O, -0.1716, 0.0591, 0.0535
O, 0.0072, -0.0142, 0.0534
O, 0.1719, -0.0452, 0.086
O, 0.0133, -0.0159, -0.0594
O, -0.0028, 0.0091, -0.0014
O, -0.0004, 0.0008, 0.0037
O, -0.001, 0.0002, -0.0037
O, 0.0116, -0.0104, -0.0242
O, -0.0022, 0, -0.0033
O, 0.0052, -0.0009, -0.1029
O, 0.0172, -0.0182, -0.0376
Si, -0.03, 0.0895, 0.0454
Si, 0.0943, -0.0792, -0.0121
Si, -0.0131, 0.0073, 0.0004
Si, 0.0096, 0.0063, -0.0128
Si, 0.0069, -0.0002, -0.0557
Si, 0.0344, 0.06, -0.0661
Si, -0.0199, 0.0121, -0.0076
Si, -0.0509, 0.002, -0.0035
Si, 0.0101, -0.031, -0.0112
Si, -0.0033, -0.0044, -0.0228
Si, 0.0001, -0.0009, -0.0319
Si, -0.1179, 0.0681, -0.0953
Si, 0.0168, 0.0089, 0.0168
Si, 0.0159, 0.0528, -0.0042
Si, -0.0304, 0.0365, 0.0056
Si, 0.0201, 0.0063, -0.0002
Si, -0.0303, 0.0217, 0.0001
Si, -0.037, -0.1164, -0.1236
Si, 0.0326, 0.0311, 0.0589
Si, 0.0048, 0.0049, -0.0198
Si, -0.0144, 0.0172, -0.007
Si, 0.0169, -0.0415, 0.0013
Si, 0.0328, 0.0141, -0.0466
Si, 0.0236, -0.012, 0.0108
Si, -0.0633, 0.0184, 0
Si, -0.0509, 0.0154, -0.0308
Si, -0.0003, -0.0052, -0.0311
Si, -0.0046, -0.0036, 0.0012
Si, 0.0143, -0.0524, -0.0427
Si, -0.0066, 0.0212, -0.0209
Si, -0.0472, 0.0149, -0.0025
Si, 0.0961, 0.0875, -0.0737
Si, -0.0264, -0.0011, 0.0044
Si, -0.0166, -0.0657, -0.018
Si, 0.0184, -0.0167, 0.0114
Si, -0.0184, 0.0274, 0.0255
O, 0.0054, 0.0009, -0.0093
O, 0.032, -0.0032, 0.0204
O, 0.0145, 0.0039, 0.0238
O, -0.0012, -0.0081, 0.0024
O, 0.0308, 0.004, 0.0001
O, 0.0148, 0.0171, -0.0115
O, 0.0116, -0.0017, 0.0217
O, 0.0683, -0.0394, 0.0681
O, 0.0129, 0.0087, -0.0056
O, 0.0209, 0.0121, -0.0887
O, 0.0258, -0.0031, -0.0024
O, -0.0022, 0.0012, 0.0003
O, 0.0394, -0.038, -0.0136
O, 0.0041, 0.0119, 0.0053
O, -0.0185, 0.0087, -0.0196
O, -0.0327, 0.0163, 0.0085
O, -0.0007, -0.0084, 0.0214
O, -0.0091, -0.0092, 0.006
O, 0.0008, -0.0015, 0.0157
O, -0.092, 0.0229, -0.0193
O, 0.0179, -0.0171, 0.0059
O, 0.0048, -0.0021, 0.0166
O, 0.0018, 0.007, 0.0001
O, -0.0153, -0.0002, 0.0225
O, -0.0172, 0.0054, -0.0113
O, 0.0254, -0.0191, -0.0028
O, 0.0107, -0.0047, 0.0038
O, 0.0035, -0.0048, 0.0189
O, -0.0451, -0.0436, 0.0026
O, -0.04, 0.0392, 0.0229
O, 0.0043, 0.025, -0.0239
O, -0.0276, -0.0573, -0.039
O, -0.0806, 0.0064, 0.0046
O, 0.0816, 0.0051, -0.0594
O, -0.0056, -0.0502, 0.0429
O, -0.0036, -0.0086, 0.0302
O, 0.0037, 0.0817, -0.0198
O, -0.0002, -0.0022, 0.0166
O, 0.0225, -0.022, -0.0116
O, 0.0078, 0.0106, 0.0088
O, 0.0043, 0.0118, -0.0092
O, 0.0167, 0.0093, -0.0062
O, 0.0057, 0.0004, 0.0069
O, -0.0061, 0.0068, -0.0052
O, -0.031, 0.0183, 0.0472
O, -0.0138, -0.0942, 0.0727
O, -0.0017, -0.004, 0.0149
O, 0.0189, 0.0141, 0.0147
O, -0.0321, -0.02, 0.0233
O, -0.015, -0.0073, -0.0039
O, 0.0273, -0.0369, -0.0503
O, -0.067, 0.0379, -0.0166
O, 0.0283, -0.0496, 0.0186
O, 0.0825, -0.0228, 0.0259
O, 0.0168, -0.035, 0.0611
O, 0.0022, -0.0085, 0.0091
O, -0.0043, -0.0049, 0.0038
O, 0.0067, -0.0019, 0.0199
O, -0.0036, 0.0029, -0.0022
O, 0.0164, -0.0245, 0
O, 0.0086, 0.0204, 0.0058
O, 0.0101, -0.019, 0.0192
O, -0.0057, 0.016, -0.0013
O, 0.0121, 0.019, 0.0006
H, 0.0369, 0.0334, -0.0384

The program warned: the cutoff lies below the one the program advises for these potential files; the exchange-correlation potential is rough where the density is thin.
